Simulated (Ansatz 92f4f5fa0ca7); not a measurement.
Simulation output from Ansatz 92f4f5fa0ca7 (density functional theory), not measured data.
Periodic cell of 208 atoms, Si124O76B8, from a study of silicon, its oxide and their interface. The atomic structure is a simulated model.
Doubt: the cutoff is far below the 930 eV that the study's wrapper takes by default for these files, so forces and energies are approximate.

Settings: functional PBE; potential files Ansatz PAW; basis plane waves; wave-function cutoff 580 eV; density cutoff ratio 5; exchange-correlation grid ratio 1; k mesh 1 x 1 x 1, Gamma-centred; self-consistency stop 5e-08 eV per atom in the density residual; occupations fixed; spin none; net charge 0.

Cell vectors (angstrom)
a  10.938  0  0
b  0  10.938  0
c  0  0  31.4011

Atoms: element, x, y, z (angstrom)
B  10.106  0.6521  24.8769
Si  6.0321  10.5006  24.1336
B  1.6479  3.167  25.0401
B  8.9159  1.9629  24.8887
B  0.479  4.4758  24.9556
Si  4.497  5.4713  23.8912
Si  3.1626  7.5397  24.0427
Si  7.6161  8.6576  24.0599
Si  1.131  1.2101  25.1794
Si  6.9853  1.4271  25.2918
Si  3.6358  3.8259  25.391
Si  9.4785  3.9334  25.1522
Si  1.1972  6.4998  25.1857
Si  6.6224  6.6706  25.0801
Si  4.1142  9.4516  25.2529
Si  9.5607  9.635  25.1759
Si  2.7062  -0.0264  26.5437
Si  8.2475  -0.0048  26.6861
Si  0.0334  2.7944  26.6365
Si  5.4331  2.736  26.5733
Si  2.7097  5.5207  26.713
Si  8.1628  5.4459  26.4988
Si  0.004  8.1609  26.5093
Si  5.4996  8.1378  26.6269
Si  4.1018  1.3673  27.9829
Si  9.5708  1.3673  27.9829
Si  1.3673  4.1018  27.9829
Si  6.8362  4.1018  27.9829
Si  4.1018  6.8362  27.9829
Si  9.5708  6.8362  27.9829
Si  1.3673  9.5708  27.9829
Si  6.8362  9.5708  27.9829
Si  0  0  29.3501
Si  5.469  0  29.3501
Si  2.7345  2.7345  29.3501
Si  8.2035  2.7345  29.3501
Si  0  5.469  29.3501
Si  5.469  5.469  29.3501
Si  2.7345  8.2035  29.3501
Si  8.2035  8.2035  29.3501
Si  1.3673  1.3673  30.7174
Si  6.8362  1.3673  30.7174
Si  4.1018  4.1018  30.7174
Si  9.5708  4.1018  30.7174
Si  1.3673  6.8362  30.7174
Si  6.8362  6.8362  30.7174
Si  4.1018  9.5708  30.7174
Si  9.5708  9.5708  30.7174
Si  2.7345  0  0.6835
Si  8.2035  0  0.6835
Si  0  2.7345  0.6835
Si  5.469  2.7345  0.6835
Si  2.7345  5.469  0.6835
Si  8.2035  5.469  0.6835
Si  0  8.2035  0.6835
Si  5.469  8.2035  0.6835
Si  4.1018  1.3673  2.0507
Si  9.5708  1.3673  2.0507
Si  1.3673  4.1018  2.0507
Si  6.8362  4.1018  2.0507
Si  4.1018  6.8362  2.0507
Si  9.5708  6.8362  2.0507
Si  1.3673  9.5708  2.0507
Si  6.8362  9.5708  2.0507
Si  0  0  3.418
Si  5.469  0  3.418
Si  2.7345  2.7345  3.418
Si  8.2035  2.7345  3.418
Si  0  5.469  3.418
Si  5.469  5.469  3.418
Si  2.7345  8.2035  3.418
Si  8.2035  8.2035  3.418
Si  1.3603  1.3863  4.8796
Si  6.8138  1.36  4.7019
Si  4.1531  4.1637  4.8722
Si  9.5179  4.0373  4.8025
Si  1.3501  6.8309  4.6664
Si  6.8525  6.8642  4.8858
Si  4.0043  9.545  4.7958
Si  9.6001  9.63  4.9056
Si  2.8122  0.0711  6.2673
Si  8.3355  0.3726  6.191
Si  0.0427  2.8506  6.2653
Si  5.8255  2.9368  6.1303
Si  2.9292  5.8632  6.0866
Si  8.3425  5.5182  6.2488
Si  0.3744  8.3816  6.1185
Si  5.4833  8.3605  6.2184
Si  4.6161  1.2734  7.4351
B  9.0303  2.3413  6.5768
Si  1.2292  4.7248  7.3571
B  7.8064  3.5878  6.5585
B  3.5661  7.8292  6.5339
Si  10.3271  6.5147  7.3368
B  2.3252  9.0555  6.5489
Si  6.4059  10.3097  7.3937
O  3.8221  2.0047  8.7503
O  6.8165  9.4443  8.7577
O  9.5998  7.0766  8.7241
O  1.9715  4.045  8.7088
O  3.3488  8.3029  22.5492
O  4.3271  4.7972  22.3378
O  5.968  0.1751  22.5897
O  7.9018  8.4498  22.4414
Si  9.5315  -0.1183  16.9036
Si  4.6579  3.8979  20.9915
Si  5.5106  -0.0927  17.0671
Si  10.6891  2.2776  15.4077
Si  9.2429  2.3625  12.5508
Si  1.51  7.887  11.6964
Si  8.7607  9.6854  14.2531
Si  8.9164  4.4025  16.7866
Si  8.9179  6.4656  14.4952
Si  1.7788  6.0018  16.3785
Si  6.8563  0.2588  12.5138
Si  2.4338  2.5646  18.9671
Si  7.751  10.7156  19.205
Si  5.1827  2.4727  13.7689
Si  0.2039  4.5074  18.7199
Si  0.6615  10.4819  13.2996
Si  2.9896  8.0464  20.9831
Si  5.0885  4.6937  11.4757
Si  3.4946  -0.2041  19.4222
Si  4.9174  6.0708  16.7487
Si  5.8513  1.0115  21.2148
Si  8.1749  8.0552  20.9026
Si  8.0364  5.2549  12.0067
Si  2.8049  2.1043  15.8751
Si  9.5848  7.4011  10.3086
Si  6.9052  9.1201  10.3411
Si  2.2885  10.0184  15.864
Si  4.7901  8.5804  14.9649
Si  0.5118  8.5008  17.4329
Si  5.5754  6.476  19.7342
Si  6.2013  3.0933  16.3217
Si  0.1762  7.0072  20.2579
Si  1.039  2.4327  11.9727
Si  0.8946  5.3503  13.5359
Si  3.0593  3.1966  9.5949
Si  4.5417  7.6902  11.8821
O  10.3165  5.8214  13.9375
O  4.9385  3.491  12.5502
O  4.1838  7.1441  20.3051
O  9.1412  6.0376  11.0968
O  3.8837  2.6016  14.7564
O  6.5407  10.5403  11.0663
O  1.3506  2.4877  15.2761
O  0.3588  7.7987  18.8606
O  6.9345  7.1257  20.3692
O  9.9768  10.2359  13.2862
O  7.6304  3.4312  17.0184
O  1.0315  10.2332  14.8621
O  0.2003  7.8187  10.6915
O  8.0202  1.3587  12.257
O  1.2656  0.9914  12.7794
O  0.8719  3.0596  19.0739
O  5.695  1.5722  16.8457
O  1.1066  5.0597  17.4985
O  3.0602  0.4999  15.8975
O  4.1878  10.4779  17.9696
O  5.5305  2.5943  21.4655
O  4.8279  8.4762  13.3148
O  5.2972  4.4737  16.5376
O  8.9562  0.4338  18.3263
O  1.7104  9.6067  17.3385
O  4.5401  6.0752  12.1368
O  3.2123  8.8039  15.317
O  1.3612  9.3033  12.4603
O  9.5649  4.5891  18.2754
O  2.9785  2.7126  17.4
O  10.55  1.073  16.4837
O  6.6851  10.2935  18.0519
O  4.6376  0.3244  20.4218
O  6.4461  2.9356  14.7068
O  10.0609  3.6653  15.9188
O  2.8462  9.4012  20.0877
O  8.572  5.7964  15.9714
O  4.2114  4.2325  10.1708
O  8.4338  8.547  10.6327
O  7.2022  0.8654  20.2946
O  7.3818  9.9521  13.4329
O  8.9688  8.0985  14.6021
O  3.3804  3.39  20.0534
O  9.9114  1.9966  14.0055
O  1.4865  6.5088  12.5626
O  8.6607  3.857  12.5151
O  5.7526  8.0561  10.8339
O  7.754  6.1131  13.3834
O  10.0918  9.3126  17.1396
O  8.2658  9.3841  19.9732
O  0.2941  5.3995  20.068
O  0.8532  7.3584  16.3123
O  1.0271  3.8666  12.8272
O  8.5518  10.5865  15.6135
O  2.1968  2.5256  10.8327
O  9.6484  7.3324  20.8844
O  5.5745  4.8728  20.0567
O  3.0758  8.0037  11.1686
O  10.4336  2.2621  11.4172
O  1.7992  5.3323  14.8987
O  3.3006  6.2157  16.8963
O  5.3408  7.1383  15.5563
O  5.5238  9.8869  15.7072
O  5.6257  6.6299  18.1112
O  6.678  4.9513  11.1408
O  5.5275  0.9869  13.1559
O  2.372  0.9745  19.3285
O  1.493  7.3919  21.131

Results
free energy: -123285.521 eV
free energy less fixed offsets of B -154.04, O -568.88, Si -635.61 eV per atom: -2.681 eV

Forces (eV/angstrom), in the order of the atoms: element, x, y, z
B  -0.0517  0.0017  0.0276
Si  0.0021  -0.0007  0.0052
B  0.0127  -0.0019  -0.016
B  0.0301  -0.0242  0.0337
B  0.0173  -0.0324  -0.012
Si  0.0129  -0.0057  0.0047
Si  -0.0123  -0.0004  0.0005
Si  0.0063  -0.0064  -0.0073
Si  0.02  0.0396  -0.0017
Si  -0.0192  0.0071  -0.012
Si  -0.0253  -0.0076  -0.0055
Si  -0.0124  0.0009  -0.0062
Si  0.0188  -0.0269  0.0111
Si  -0.0103  -0.0041  0.0017
Si  0.003  -0.0026  0.0022
Si  -0.0108  -0.0295  -0.0268
Si  0.0117  0.0018  -0.0033
Si  0.0261  0.0309  -0.0643
Si  -0.0229  0.0161  -0.0003
Si  -0.0015  0.0111  -0.0152
Si  0.018  0.038  0.0032
Si  0.0004  0.0105  -0.0105
Si  0.0133  -0.0006  -0.0044
Si  0.0025  0.005  -0.0013
Si  -0.1096  -0.2977  -0.4326
Si  0.4255  0.1494  0.6993
Si  0.291  0.5206  0.9793
Si  -0.2668  0.0786  -0.4901
Si  0.3147  0.3168  0.5811
Si  -0.2813  -0.0284  -0.7705
Si  -0.1288  -0.3921  -0.5474
Si  0.0482  -0.3743  0.3538
Si  0.1018  0.1339  -0.0393
Si  -0.0815  -0.0598  -0.0886
Si  -0.0726  -0.036  -0.0629
Si  0.0698  0.0835  -0.0924
Si  -0.0718  -0.1695  -0.0253
Si  0.043  0.0982  -0.0064
Si  0.084  0.0238  -0.025
Si  -0.0226  0.0378  -0.0701
Si  0.0476  -0.0534  -0.0123
Si  -0.0432  -0.109  -0.0073
Si  -0.0323  -0.081  -0.0081
Si  -0.0551  0.0805  0.0525
Si  -0.0526  0.0093  -0.0075
Si  -0.0307  -0.049  0.0012
Si  -0.0555  -0.0508  0.065
Si  -0.1152  -0.1336  0.0061
Si  -0.026  0.1566  -0.0364
Si  0.0663  0.0951  -0.0122
Si  0.0917  -0.0524  -0.0659
Si  0.0582  0.0701  0.0127
Si  0.0431  0.0834  -0.0059
Si  -0.0356  0.1006  -0.0442
Si  0.097  0.0776  0.0096
Si  0.1112  -0.0358  -0.0707
Si  -0.0932  -0.1496  0.1002
Si  -0.0042  0.0973  0.071
Si  -0.1249  -0.1014  0.0946
Si  0.1219  0.0545  0.0718
Si  0.0497  0.1572  0.0729
Si  -0.1065  -0.1424  0.0989
Si  0.1201  -0.0644  0.0562
Si  -0.1438  -0.1128  0.1047
Si  0.0684  0.1793  0.5477
Si  -0.3246  -0.2634  -0.449
Si  0.2435  0.2727  0.8215
Si  -0.2352  -0.2924  -0.8885
Si  -0.3791  -0.3404  -0.5563
Si  0.2833  0.2637  0.4244
Si  -0.2613  -0.1041  -1.1291
Si  0.2899  0.3223  0.8204
Si  0.0017  0.0017  -0.002
Si  -0.0253  -0.0201  -0.0273
Si  -0.0091  -0.0081  0.0011
Si  0.02  0.027  -0.0144
Si  -0.0196  -0.0194  -0.0258
Si  0.0034  0.0024  0.0046
Si  0.0277  0.0294  -0.0163
Si  -0.0109  -0.0081  0.0033
Si  0.0067  0.0334  0.0043
Si  0.013  0.0169  0.021
Si  0.02  0.0018  0.0041
Si  0.0099  0.0061  0.0168
Si  0.0118  0.0023  0.0233
Si  -0.0076  -0.0137  0.0043
Si  0.0104  0.0111  0.0155
Si  -0.0112  -0.004  0.0058
Si  -0.0012  0.0019  -0.0058
B  -0.0195  -0.0441  0.0105
Si  0.0024  -0.0013  -0.0118
B  -0.0203  0.0187  0.012
B  0.0059  -0.0212  0.0058
Si  0.0086  -0.0069  -0.0214
B  -0.0354  -0.0317  0.0158
Si  -0.0024  0.005  -0.0168
O  0.0013  -0.004  -0.0068
O  0.0023  0.0033  -0.0028
O  -0.001  0.0019  0.0002
O  0.0005  0.0006  -0.0052
O  0.0052  -0.002  0.013
O  0.0026  -0.0108  -0.0192
O  -0.0021  0.0123  -0.0123
O  -0.0053  0.0088  0.0231
Si  0.0019  -0.0004  0.0017
Si  -0.0023  0.0106  0.0061
Si  -0.0013  0.0021  0.0031
Si  -0.0005  0.002  0.001
Si  0.0046  -0.0022  0.0001
Si  -0.0003  0.0002  0.0017
Si  0.0023  0.0009  -0.0009
Si  0.0022  -0.0003  0.0025
Si  0.002  0.0008  0.0019
Si  -0.0015  -0.0003  0.0046
Si  0.0022  -0.0002  -0.0021
Si  -0.0004  0.0001  -0.0009
Si  0.0005  0.0002  0.0019
Si  -0.0015  -0.0006  0.0032
Si  0.0026  0.0009  0.0016
Si  -0.0023  0.0029  0.0008
Si  -0.0005  -0.0015  -0.0051
Si  -0.0037  0.0019  -0.0006
Si  0.0023  -0.0031  0.0093
Si  0.0006  -0.0004  0.0005
Si  -0.0073  -0.0167  -0.0018
Si  0.0009  0.003  -0.0032
Si  0.0032  0.0008  0.0022
Si  0.0008  0.0002  0.0017
Si  -0.0068  0.0014  0.01
Si  0.0014  0.0009  0.0083
Si  0.0021  0.0016  0.0027
Si  0.0016  0.0002  0.0034
Si  0.0004  0.0006  0.0032
Si  0.0009  -0.0023  0.0038
Si  0.0006  0.0011  0.0022
Si  0.0012  -0.0044  -0.0034
Si  -0.0002  -0.0012  0.0002
Si  0.0003  -0.0019  0
Si  -0.0015  0.0047  0.0157
Si  0.0029  0.0015  0.0036
O  -0.0001  0.0006  -0.0005
O  0.0018  0.0021  -0.0033
O  0.0016  0.0003  -0.0015
O  0.0026  0.0041  -0.0035
O  0.0007  0.0008  -0.0021
O  0.0006  -0.0053  -0.0058
O  0.0002  0.0006  -0.0022
O  0.0014  0.0015  -0.0013
O  0.0002  -0.001  -0.0028
O  -0.0008  0.0011  0
O  0.0004  -0.0004  -0.0008
O  -0.0009  0.0004  0.0007
O  0.0003  0.0004  -0.0047
O  -0.0026  -0.0023  -0.0013
O  0.0016  0.0031  -0.0005
O  0.0018  -0.002  -0.0004
O  0.0011  -0.0012  -0.0023
O  0.0012  0.0013  -0.0018
O  0.0013  0.0007  -0.0012
O  0.0022  -0.0002  -0.0045
O  0.0001  -0.0053  0.0053
O  0.0004  -0.0004  -0.0055
O  0.0003  0.0006  -0.0012
O  -0.0014  0.0002  0.0009
O  -0.0004  -0.0004  0.0007
O  -0.0006  -0.0025  0.0005
O  0.0005  -0.0021  -0.0017
O  0.0044  -0.0039  -0.0049
O  -0.0005  -0.0003  -0.0015
O  -0.0002  0.0003  -0.0005
O  0.0016  -0.0007  -0.0003
O  0.0029  -0.0003  0.0003
O  0.0134  0.011  0.007
O  0.0012  0.0007  -0.0013
O  0.0004  0.0011  -0.0014
O  0.0033  0.0059  -0.0006
O  0.0002  0.0006  -0.0017
O  0.003  0.0011  -0.0032
O  0.0013  -0.0009  -0.0037
O  -0.005  -0.0033  0.0002
O  -0.0024  0.0015  -0.0002
O  0.0001  0.0001  0.0001
O  -0.0006  0.0005  0.0011
O  0.0008  -0.0003  -0.0011
O  0.0015  -0.0005  -0.0009
O  -0.001  0.0049  0
O  0.0022  0.0016  -0.0022
O  -0.0008  -0.0011  -0.0013
O  0.0002  0.0008  -0.0018
O  0.0007  0.0017  -0.0008
O  0.0001  0.0013  0.0038
O  0.0014  0.0001  -0.0015
O  0.0007  0.0025  0.0001
O  -0.0005  -0.001  -0.002
O  -0.0031  -0.0028  -0.0006
O  0.0026  -0.0008  0.0009
O  0.001  0.0002  -0.0013
O  -0.0007  0.0003  -0.0046
O  0.0013  0.001  -0.0008
O  0.0014  0  -0.0021
O  0.0023  0.0002  -0.0012
O  0.0008  -0.0004  -0.0003
O  0.0025  0.001  -0.0006
O  0.0009  0.0008  -0.0013
O  0.0015  0.0013  -0.0001
O  0.0004  -0.0001  0.0003
O  0.003  0.002  0.0011
O  0.0028  0.0026  -0.002

The program warned: the cutoff lies below the one the program advises for these potential files; the exchange-correlation potential is rough where the density is thin.
